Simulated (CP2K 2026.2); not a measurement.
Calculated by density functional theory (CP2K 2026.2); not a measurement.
Periodic cell of 504 atoms, Si360O144, from a study of silicon, its oxide and their interface. The atomic structure is a simulated model.
Doubt: the forces sum to 2.22 eV/angstrom along one axis rather than to zero, so they err by at least 0.0044 eV/angstrom per atom on average; the grid cutoff is modest.

Settings
functional: PBE
method: Gaussian and plane waves
basis set: DZVP-MOLOPT-SR-GTH
pseudopotentials: GTH-PBE
grid cutoff: 300 Ry, relative cutoff 40 Ry
k points: Gamma only
occupations: fixed
spin: none
net charge: 0

Cell vectors (angstrom)
a	16.32	0	0
b	0	16.32	0
c	0.0203	4.6134	33.2788

Atoms and the computed forces on them: element, x, y, z (angstrom), force x, y, z (eV/angstrom)
Si	1.556	-1.623	0.006	-0.15	0.21	0.732
Si	4.474	1.081	-0.021	-0.218	0.105	0.754
Si	1.169	4.345	-0.033	0.14	-0.269	0.704
Si	4.451	6.517	0.029	-0.097	0.025	0.763
Si	1.115	-6.511	0.068	0.058	-0.119	0.753
Si	3.736	-3.829	0.186	0.113	-0.058	0.802
Si	6.504	-1.29	0.155	0.289	0.023	0.715
Si	10.063	1.14	0.152	-0.436	0.063	0.72
Si	6.745	4.345	-0.221	0.142	-0.278	0.652
Si	9.135	7.191	0.254	0.068	-0.079	0.777
Si	6.948	9.418	0.033	-0.235	0.147	0.713
Si	-6.641	-4.307	0.189	-0.118	0.232	0.787
Si	-4.182	-1.229	0.167	0.146	-0.221	0.743
Si	-1.687	1.479	0.198	0.245	0.009	0.668
Si	-3.65	3.908	0.018	-0.314	0.116	0.728
Si	-1.163	6.502	0.055	-0.126	0.279	0.656
Si	-4.535	-6.645	-0.007	0.43	-0.161	0.723
Si	-1.157	-4.369	-0.066	-0.173	0.16	0.808
Si	2.742	0.017	1.243	0.005	0.003	-0.065
Si	5.603	2.732	1.197	-0.006	0.052	-0.079
Si	2.794	5.407	1.287	0.016	0.011	-0.03
Si	5.459	8.162	1.365	-0.001	-0.008	-0.041
Si	2.613	-5.399	1.48	-0.021	0.008	-0.056
Si	5.318	-2.718	1.531	-0.005	0.004	-0.056
Si	8.237	-0.022	1.211	0.003	-0.008	-0.032
Si	-5.293	2.819	1.422	0.002	0.015	-0.07
Si	8.091	5.463	1.383	-0.025	-0.012	-0.062
Si	-5.514	8.197	1.501	0.001	0.028	-0.08
Si	8.088	10.897	1.456	0.007	-0.021	-0.045
Si	-5.42	-2.753	1.423	0.006	0.004	-0.052
Si	-2.766	-0.018	1.579	0	0.01	-0.042
Si	0.009	2.722	1.283	0.013	0.014	-0.072
Si	-2.629	5.397	1.494	0.018	0.017	-0.039
Si	-0.033	8.167	1.276	0.01	0.001	-0.034
Si	-2.759	-5.554	1.202	-0.031	0.005	-0.052
Si	-0.043	-2.764	1.31	-0.001	-0.014	-0.05
Si	1.382	1.36	2.623	-0.004	-0.007	0.025
Si	4.139	4.008	2.619	0.022	-0.003	0.015
Si	1.408	6.815	2.626	-0.009	-0.008	0.002
Si	4.056	9.515	2.699	-0.006	-0.002	0.009
Si	1.266	-4.048	2.807	-0.014	0.018	0.043
Si	3.995	-1.292	2.786	-0.027	0.014	0.051
Si	6.907	1.37	2.621	-0.012	-0.032	0.013
Si	9.534	4.121	2.69	-0.01	-0.014	0
Si	6.764	6.804	2.786	0.014	0.021	0.048
Si	9.463	9.559	2.848	-0.007	-0.014	0.033
Si	6.746	12.253	2.793	0.006	0.012	0.013
Si	-6.809	-1.357	2.706	-0.01	0.005	0.021
Si	-4.075	1.412	2.875	0.01	0.012	0.036
Si	-1.28	4.026	2.798	-0.002	-0.026	0.021
Si	-4.088	6.78	2.73	0.003	0.013	0.007
Si	-1.424	-6.854	2.666	0.005	0.027	0.016
Si	-4.021	-4.144	2.682	0.005	-0.023	0.016
Si	-1.322	-1.402	2.749	0.01	-0.01	0.017
Si	0.045	0.001	4.049	0.017	0.01	-0.006
Si	2.754	2.695	4.012	0.007	-0.004	-0.01
Si	0.073	5.459	4.057	-0.002	-0.007	-0.01
Si	2.71	8.153	4.059	-0.024	0.016	0.003
Si	-0.083	-5.474	4.078	0.002	-0.006	-0.005
Si	2.664	-2.689	4.134	-0.007	-0.005	-0.011
Si	5.474	0.053	4.03	0	0.009	-0.015
Si	8.197	2.722	4.047	-0.007	0.006	0.002
Si	5.397	5.406	4.068	0.003	0.015	-0.017
Si	8.135	8.143	4.155	0.015	-0.022	-0.007
Si	5.403	10.857	4.102	0.004	-0.02	0
Si	8.152	-2.699	4.092	0.008	0.016	0.002
Si	-5.479	0.004	4.115	-0.027	0.022	-0.016
Si	-2.663	2.722	4.179	0.028	0.002	0.011
Si	-5.448	5.445	4.094	0.004	-0.006	0.005
Si	-2.736	8.141	4.086	0.004	-0.001	0.004
Si	-5.419	-5.414	4.111	0.002	-0.007	-0.016
Si	-2.705	-2.765	4.078	-0.012	-0.006	-0.008
Si	1.376	-1.356	16.342	-0.017	0.015	-0.009
Si	4.096	1.336	16.345	-0.01	-0.014	0.001
Si	1.352	4.108	16.301	-0.015	0.003	-0.012
Si	4.064	6.787	16.335	0	0.001	-0.011
Si	1.367	-6.813	16.345	0.011	0.007	0.003
Si	4.063	-4.08	16.357	0	-0.012	0.002
Si	6.786	-1.36	16.34	-0.014	-0.016	-0.002
Si	-6.832	1.362	16.32	-0.004	-0.007	-0.009
Si	6.799	4.044	16.328	-0.006	0.002	-0.014
Si	-6.796	6.779	16.271	-0.002	-0.01	-0.01
Si	6.792	9.517	16.29	0.002	-0.018	-0.011
Si	-6.797	-4.082	16.292	-0.006	0	-0.007
Si	-4.094	-1.35	16.301	0.002	0.008	-0.006
Si	-1.363	1.37	16.318	0.007	-0.005	-0.014
Si	-4.065	4.088	16.287	0.006	0.003	-0.016
Si	-1.357	6.819	16.341	0.011	0.008	-0.014
Si	-4.064	9.522	16.322	0.011	-0.002	0
Si	-1.331	-4.042	16.294	-0.011	0.021	-0.005
Si	2.732	-0.009	17.719	0	-0.008	0.017
Si	5.466	2.669	17.722	0.015	-0.001	-0.023
Si	2.71	5.414	17.706	-0.011	0.007	-0.001
Si	5.43	8.171	17.654	0.005	0.003	0.007
Si	2.7	-5.446	17.726	-0.005	-0.012	0.004
Si	5.422	-2.71	17.712	0.007	0.021	0.026
Si	8.118	0.019	17.711	0.004	0.029	0.004
Si	-5.421	2.719	17.617	-0.002	0.018	-0.012
Si	8.182	5.416	17.636	0.001	-0.011	0.006
Si	-5.438	8.116	17.637	-0.002	-0.005	-0.001
Si	8.187	10.848	17.63	-0.003	0.004	-0.006
Si	-5.477	-2.693	17.654	0.003	-0.008	0.002
Si	-2.718	-0.013	17.658	-0.005	0.003	0.016
Si	-0.045	2.801	17.651	-0.015	-0.009	-0.006
Si	-2.74	5.458	17.676	-0.014	-0.012	-0.012
Si	0.023	-8.173	17.725	-0.028	-0.033	0.02
Si	-2.698	-5.377	17.632	-0.004	-0.007	0.002
Si	0.026	-2.717	17.704	0.006	-0.002	0
Si	1.363	1.479	18.945	0.023	0.004	-0.034
Si	4.111	4.05	19.037	-0.032	0.013	-0.014
Si	1.33	6.706	19.117	-0.008	-0.005	-0.024
Si	4.063	-6.831	19.055	0.003	0.006	-0.003
Si	1.361	-4.074	19.116	0.002	0.004	0.015
Si	4.059	-1.387	19.146	-0.007	-0.01	-0.031
Si	6.764	1.308	19.169	-0.003	-0.022	0.011
Si	-6.763	4.055	18.987	0	0.004	-0.024
Si	6.828	6.806	18.951	0.028	-0.014	-0.055
Si	-6.785	9.464	18.982	-0.028	0.027	-0.026
Si	6.848	-4.105	18.97	0.001	-0.005	-0.026
Si	9.499	-1.324	19.038	0.019	-0.025	-0.012
Si	-4.084	1.365	18.98	-0.018	0.011	-0.048
Si	-1.424	4.115	19.071	0.026	-0.004	-0.003
Si	-4.114	6.782	19.047	-0.008	-0.022	-0.008
Si	-1.315	-6.696	18.992	0.028	0.014	-0.033
Si	-4.104	-4.047	18.978	0.008	-0.005	-0.045
Si	-1.355	-1.36	19.031	-0.004	0.013	-0.013
Si	-0.011	0.159	20.252	-0.029	-0.002	0.026
Si	2.726	2.739	20.403	-0.016	-0.031	0.089
Si	-0.111	5.393	20.539	0.028	0.045	0.046
Si	2.75	8.053	20.427	0.032	0.003	0.027
Si	0.019	-5.407	20.513	-0.018	-0.016	0.042
Si	2.721	-2.796	20.552	0.03	0.014	0.043
Si	5.369	-0.034	20.6	-0.007	-0.016	0.04
Si	8.259	2.668	20.384	0.042	-0.001	0.025
Si	5.515	5.42	20.306	0.011	-0.022	0.04
Si	8.193	8.122	20.352	0.003	-0.022	0.039
Si	5.513	-5.462	20.328	-0.013	-0.018	0.025
Si	8.141	-2.713	20.351	-0.045	-0.008	0.045
Si	-5.414	0.017	20.365	-0.015	0.015	0.042
Si	-2.812	2.756	20.388	-0.006	0.009	0.054
Si	-5.465	5.404	20.434	-0.006	-0.001	0.048
Si	-2.761	-8.038	20.228	-0.003	0.028	0.048
Si	-5.421	-5.494	20.286	0.041	0.021	0.052
Si	-2.757	-2.73	20.382	0.006	0.015	0.016
Si	1.437	-1.078	21.548	0.034	-0.241	-0.66
Si	3.653	1.096	21.844	0.306	0.123	-0.757
Si	1.367	4.031	21.822	-0.169	-0.008	-0.746
Si	4.422	6.94	21.688	-0.411	-0.27	-0.706
Si	1.241	-7.047	21.731	0.228	0.284	-0.675
Si	4.379	-4.06	21.795	-0.253	-0.029	-0.64
Si	6.512	-1.749	21.774	0.054	0.16	-0.753
Si	-6.549	1.492	21.781	-0.129	-0.083	-0.679
Si	7.139	4.314	21.559	-0.051	-0.022	-0.708
Si	-7.033	6.568	21.728	0.175	0.161	-0.73
Si	6.603	-7.079	21.637	0.326	0.347	-0.749
Si	9.591	-4.084	21.558	-0.055	0.013	-0.721
Si	-3.788	-1.051	21.667	-0.308	-0.35	-0.7
Si	-1.599	1.239	21.661	0.343	0.252	-0.701
Si	-4.405	3.8	21.786	0.121	0.076	-0.681
Si	-1.203	7.25	21.562	-0.07	-0.365	-0.721
Si	-3.88	-6.576	21.7	-0.163	-0.133	-0.723
Si	-1.7	-4.313	21.748	0.269	0.104	-0.724
Si	-0.094	2.414	24.048	-0.011	-0.006	-0.009
Si	-4.651	-3.164	-4.551	0.095	-0.003	0.14
Si	6.582	-5.343	26.145	-0.093	-0.052	0.008
Si	-1.624	-0.619	-4.21	0.012	0.133	0.049
Si	0.037	0.212	-1.913	-0.042	-0.092	0.001
Si	-7.833	-0.568	23.914	0.117	0.057	-0.2
Si	4.15	2.536	24.676	-0.122	-0.011	-0.112
Si	7.955	-4.338	-6.374	0.124	-0.075	-0.12
Si	-1.072	3.73	-3.955	-0.064	0.088	-0.019
Si	3.04	-7.89	-2.064	0.081	0.056	0.151
Si	-1.575	7.028	24.4	-0.015	0.108	-0.02
Si	3.203	-6.118	24.019	0.073	0.027	-0.22
Si	5.075	-5.592	-2.12	0.099	-0.071	0.121
Si	-2.222	-0.604	25.803	0.046	-0.026	-0.041
Si	3.101	5.468	23.921	-0.028	-0.076	-0.059
Si	-3.408	1.808	-4.364	-0.127	-0.056	0
Si	-4.944	-7.511	-3.002	-0.032	0.054	0.193
Si	4.448	4.48	-4.306	0.121	-0.099	0.017
Si	-2.718	5.621	-2.261	-0.119	0.062	0.136
Si	6.07	0.969	-6.938	-0.048	-0.03	0.067
Si	8.085	-2.751	-1.969	-0.12	-0.032	0.09
Si	4.144	1.794	-3.068	0.105	-0.086	0.034
Si	-4.256	-7.526	-6.798	0.054	0.089	-0.116
Si	4.954	-7.828	25.958	-0.022	0.07	-0.07
Si	-3.93	1.995	25.926	-0.088	-0.069	0.012
Si	-5.916	1.78	-2.779	0.007	0.045	0.045
Si	-6.639	-0.926	-3.538	0.017	-0.07	-0.014
Si	2.343	-2.155	-6.157	0.052	-0.076	0.013
Si	2.382	6.442	-4.292	-0.009	-0.023	-0.014
Si	7.06	5.892	-4.269	0.125	0.025	0.078
Si	-6.1	-5.821	-5.046	-0.005	-0.066	0.138
Si	-6.831	6.413	-2.647	-0.056	0.088	-0.069
Si	-5.338	-2.416	23.744	-0.054	0.072	-0.039
Si	6.25	-3.545	-4.182	-0.085	0.061	0.107
Si	1.46	-2.521	26.042	-0.001	-0.012	-0.062
Si	-6.99	2.678	25.796	0.036	-0.039	-0.063
Si	-2.761	-2.769	-2.267	-0.022	-0.001	0.181
Si	-3.523	4.707	24.687	-0.07	0.034	-0.152
Si	1.466	2.742	-2.589	-0.051	0.04	0.203
Si	-7.524	0.668	-5.886	0.066	-0.019	-0.071
Si	-0.456	-2.326	23.783	-0.083	0.006	0.026
Si	3.609	7.367	-7	0.079	-0.034	-0.108
Si	6.834	3.388	24.374	0.061	-0.066	-0.033
Si	-0.05	-0.408	-6.812	-0.046	-0.053	-0.003
Si	0.473	-4.207	-6.891	-0.125	0.12	0.001
Si	-5.736	-7.879	23.93	-0.053	-0.026	-0.178
Si	-7.886	3.823	-3.003	-0.152	0.027	0.253
Si	-5.057	2.017	-6.922	-0.028	-0.02	-0.053
Si	4.678	-0.838	-4.736	-0.008	0.059	-0.078
Si	-8.082	-5.83	23.795	0.038	-0.11	-0.07
Si	0.928	6.787	25.565	0.113	-0.003	-0.008
Si	-0.634	4.479	-6.929	0.057	-0.091	-0.176
Si	-0.114	7.016	-5.72	-0.032	0.003	-0.148
Si	-3.01	7.432	-4.623	0.003	-0.063	0.057
Si	1.344	-1.332	5.486	-0.003	-0.006	0.012
Si	4.105	1.375	5.416	-0.011	-0.017	0.004
Si	1.412	4.074	5.403	0.012	-0.005	0.012
Si	4.057	6.782	5.43	0.004	-0.017	0.005
Si	1.336	9.511	5.413	-0.004	0.013	0.012
Si	4.052	12.243	5.441	-0.011	0.013	0.004
Si	6.787	-1.333	5.426	-0.005	0.012	0.008
Si	9.504	1.37	5.464	0.006	-0.015	0.024
Si	6.805	4.071	5.408	0.002	0.002	0.001
Si	9.523	6.791	5.475	-0.01	0.022	0.015
Si	6.768	9.515	5.474	0.007	-0.007	0.007
Si	9.527	12.267	5.45	0.01	-0.004	0.003
Si	-4.08	-1.378	5.42	0.013	0.013	-0.001
Si	-1.31	1.329	5.463	0.007	-0.007	0.021
Si	-4.073	4.094	5.462	-0.001	-0.015	0.003
Si	-1.335	6.792	5.418	-0.003	-0.003	-0.001
Si	-4.083	-6.808	5.454	-0.014	-0.001	0.012
Si	-1.385	-4.106	5.473	0.013	-0.003	0.009
Si	2.744	0.019	6.8	-0.001	-0.007	0.003
Si	5.447	2.73	6.792	-0.001	0.006	-0.004
Si	2.725	5.428	6.807	-0.009	0.007	0.005
Si	5.415	8.14	6.807	-0.002	0.003	0
Si	2.695	10.873	6.789	-0.01	-0.005	0.002
Si	5.432	-2.713	6.784	0.004	0.001	-0.002
Si	8.141	0.008	6.811	-0.008	0.017	0.001
Si	10.885	2.721	6.81	-0.002	0.005	0.002
Si	8.151	5.422	6.802	0.012	0.001	-0.005
Si	10.881	8.16	6.819	0.006	-0.009	0.008
Si	8.158	10.888	6.795	0.001	-0.006	0.003
Si	10.884	-2.708	6.815	-0.016	0.005	-0.007
Si	-2.71	-0.024	6.791	0.017	-0.004	0.002
Si	0.042	2.723	6.786	0.009	-0.016	-0.006
Si	-2.705	5.454	6.801	0.002	-0.006	0
Si	0	8.155	6.797	0	0.001	0
Si	-2.736	-5.454	6.832	-0.011	0.006	0
Si	-0.017	-2.723	6.812	0	0.011	0.005
Si	1.383	1.369	8.166	0.012	0.016	-0.003
Si	4.092	4.082	8.165	0.011	0.009	0
Si	1.358	6.792	8.156	-0.009	-0.016	-0.004
Si	4.06	9.514	8.155	0	-0.007	-0.008
Si	1.354	-4.08	8.159	-0.005	0.004	-0.002
Si	4.083	-1.359	8.158	-0.007	0.01	0.007
Si	6.787	1.366	8.166	-0.003	-0.013	0.004
Si	9.517	4.074	8.167	-0.006	-0.004	-0.004
Si	6.793	6.791	8.161	-0.007	-0.006	-0.002
Si	9.512	9.525	8.164	0.009	-0.001	-0.003
Si	6.796	-4.072	8.15	0.008	0.005	-0.007
Si	9.515	-1.35	8.162	0.01	0.007	-0.002
Si	-4.067	1.351	8.15	-0.003	-0.005	0.001
Si	-1.342	4.076	8.143	0	0	-0.004
Si	-4.069	6.805	8.169	0.002	0.012	-0.004
Si	-1.356	-6.808	8.169	0	0.005	-0.002
Si	-4.091	-4.08	8.177	0.002	-0.005	0.002
Si	-1.369	-1.37	8.177	-0.012	-0.013	-0.001
Si	0.007	0.003	9.515	-0.006	-0.005	-0.004
Si	2.733	2.724	9.53	0.002	-0.004	0.001
Si	0.004	5.435	9.518	-0.001	0.013	0.001
Si	2.713	8.154	9.522	-0.008	0.002	0.003
Si	0	-5.438	9.523	0.003	0.003	-0.005
Si	2.718	-2.72	9.515	0.003	-0.01	-0.005
Si	5.435	0	9.523	0.003	0.005	0
Si	8.156	2.717	9.525	-0.002	-0.001	-0.001
Si	5.44	5.44	9.531	0.001	-0.007	0.002
Si	8.153	8.158	9.517	0.004	0.003	-0.007
Si	5.434	-5.442	9.506	-0.002	-0.002	-0.001
Si	8.156	-2.718	9.516	0.002	0.003	0.001
Si	-5.435	0.002	9.517	-0.006	0	0.001
Si	-2.706	2.718	9.505	0.009	-0.004	-0.005
Si	-5.439	5.441	9.517	0.006	-0.004	-0.001
Si	-2.715	8.16	9.531	-0.003	-0.005	0.005
Si	-5.45	-5.439	9.531	-0.007	0.005	-0.001
Si	-2.725	-2.725	9.537	0	0.006	0.003
Si	1.361	-1.361	10.88	0.008	-0.003	0.005
Si	4.079	1.356	10.889	-0.001	-0.005	0.001
Si	1.367	4.082	10.883	0.002	-0.004	-0.003
Si	4.075	6.799	10.887	0.008	0	0.001
Si	1.36	9.522	10.879	-0.011	0.003	-0.002
Si	4.079	-4.082	10.872	-0.004	0.007	0.002
Si	6.797	-1.36	10.876	-0.003	0.004	0.001
Si	9.52	1.356	10.875	0.004	-0.003	-0.003
Si	6.797	4.075	10.885	0	0.006	0
Si	9.519	6.801	10.877	-0.003	0.004	-0.002
Si	6.792	9.519	10.877	0.005	-0.008	0.002
Si	9.51	-4.076	10.885	0.001	-0.007	0.001
Si	-4.084	-1.359	10.887	-0.001	-0.005	0.002
Si	-1.352	1.365	10.878	-0.008	0.008	0
Si	-4.073	4.077	10.867	-0.005	-0.002	-0.001
Si	-1.353	6.797	10.879	0.002	-0.002	0.001
Si	-4.079	9.523	10.882	0.006	0.008	-0.001
Si	-1.356	-4.08	10.888	-0.006	-0.006	0.002
Si	2.72	-0.005	12.248	-0.002	0.009	0.001
Si	5.436	2.717	12.246	0.003	-0.01	0.001
Si	2.72	5.438	12.253	-0.009	0.003	0.005
Si	5.435	8.159	12.245	-0.006	0.001	0.003
Si	2.723	10.88	12.238	0.002	-0.006	0.003
Si	5.434	-2.719	12.234	0.008	-0.004	-0.002
Si	8.158	-0.004	12.233	0.003	-0.005	-0.002
Si	10.882	2.719	12.224	-0.005	-0.003	0
Si	8.156	5.439	12.237	-0.002	-0.014	0.002
Si	10.88	8.162	12.235	0.008	0.003	-0.002
Si	8.149	10.882	12.242	-0.004	0.006	0.005
Si	10.875	-2.721	12.245	-0.007	0.004	0.009
Si	-2.719	0.009	12.237	0.003	-0.005	-0.001
Si	0.012	2.72	12.244	0.004	0.006	0.002
Si	-2.714	5.436	12.231	0.001	0.009	0.001
Si	0.002	8.165	12.236	0.005	0.003	0.002
Si	-2.715	-5.44	12.242	-0.002	0	0.003
Si	0.005	-2.719	12.248	-0.013	-0.002	0.004
Si	1.368	1.359	13.611	-0.004	-0.017	0.002
Si	4.074	4.069	13.614	0.002	0.002	0.004
Si	1.361	6.815	13.598	-0.013	0.011	-0.005
Si	4.078	9.523	13.606	-0.001	0.003	0.007
Si	1.367	-4.084	13.607	0.007	-0.001	0.003
Si	4.078	-1.368	13.607	0.004	-0.004	-0.007
Si	6.796	1.351	13.592	0.003	0.004	0.001
Si	9.521	4.073	13.583	0.001	0.006	0.004
Si	6.786	6.783	13.603	0.011	0.006	0.002
Si	9.518	9.521	13.593	0.002	-0.008	0.006
Si	6.786	-4.075	13.6	-0.012	0.007	0.002
Si	9.509	-1.363	13.6	-0.003	0.002	0.009
Si	-4.09	1.363	13.595	-0.002	0.008	0.007
Si	-1.35	4.086	13.594	0.004	-0.011	0.003
Si	-4.067	6.806	13.586	-0.005	-0.007	0.008
Si	-1.353	9.523	13.601	-0.007	-0.003	-0.001
Si	-4.071	-4.078	13.596	0.011	-0.008	0.004
Si	-1.352	-1.342	13.598	-0.008	0.01	0.007
Si	0.011	0.005	14.976	0	-0.002	-0.004
Si	2.723	2.708	14.987	-0.005	-0.01	0
Si	-0.005	5.467	14.953	0.006	0.007	0.001
Si	2.723	8.161	14.968	-0.002	-0.008	0.002
Si	0.012	-5.448	14.968	-0.008	-0.003	0.004
Si	2.72	-2.724	14.975	0.002	0.006	0.012
Si	5.442	-0.007	14.96	0.006	0.005	0.002
Si	8.153	2.714	14.941	0.007	0.001	0
Si	5.43	5.42	14.982	-0.004	-0.003	0.002
Si	8.153	8.151	14.939	-0.009	0.003	0.002
Si	5.424	10.896	14.968	0.008	0.002	-0.002
Si	8.143	-2.717	14.963	0.001	-0.008	-0.005
Si	-5.462	0.007	14.955	-0.003	-0.005	0
Si	-2.712	2.719	14.94	0.001	0.006	0.006
Si	-5.427	5.434	14.923	0.002	-0.005	-0.005
Si	-2.711	8.164	14.959	0.006	-0.008	0.002
Si	-5.428	-5.445	14.951	-0.001	0.009	0.004
Si	-2.716	-2.7	14.946	0.006	0.002	-0.008
O	3.988	-5.054	23.049	0.28	-0.145	-0.014
O	5.554	5.438	-0.569	-0.314	0.195	-0.179
O	-1.279	-3.542	23.122	0.064	0.05	0.312
O	-3.778	-2.488	-5.738	0.193	0.125	0.179
O	5.436	-8.152	21.928	-0.022	0.182	0.071
O	0	6.68	24.244	0.297	0.011	-0.687
O	-4.27	-1.341	23.204	0.426	0.562	0.437
O	2.068	5.2	22.709	0.004	0.486	-0.041
O	-5.562	-6.968	-6.038	-0.293	-0.332	-0.045
O	-6.826	-6.728	24.249	0.132	0.203	0.299
O	-5.255	-0.08	-0.25	-0.088	-0.009	-0.524
O	7.948	6.703	-3.161	-0.13	0.584	0.259
O	-6.602	4.832	-2.924	0.491	-0.159	-0.318
O	-7.163	0.631	23.039	0.112	0.298	-0.026
O	4.091	-7.336	24.658	0.05	-0.57	-0.017
O	-4.547	-7.242	23.033	0.441	-0.036	0.116
O	-2.059	6.778	-1.305	-0.366	0.685	-0.123
O	-5.542	-5.402	-0.29	0.215	0.341	-0.104
O	-5.909	-6.306	-3.509	-0.094	0.515	0.309
O	0.425	3.272	-3.673	0.28	0.211	-0.578
O	2.638	2.139	-3.513	-0.427	-0.017	-0.613
O	6.517	-4.101	-5.678	-0.457	-0.204	-0.252
O	-3.804	4.76	-1.393	-0.468	0.304	-0.253
O	8.104	-7.997	-0.351	-0.016	-0.094	-0.494
O	-4.819	5.318	25.429	-0.22	-0.08	-0.146
O	7.647	-3.408	-3.368	0.371	-0.196	-0.258
O	-0.005	-8.055	22.02	0.06	0.03	0.124
O	3.824	7.294	-1.24	-0.068	-0.195	-0.156
O	3.047	-2.852	26.017	0.312	0.489	-0.16
O	-7.414	-1.393	-2.218	-0.319	0.34	0.333
O	0.84	-1.083	-1.369	-0.257	-0.383	-0.555
O	3.25	-1.586	-4.95	-0.134	-0.168	0.385
O	4.352	-4.619	-1.073	-0.016	0.239	-0.346
O	0.018	-5.429	-0.51	-0.094	0.021	-0.47
O	-5.474	2.642	22.296	-0.042	-0.065	0.208
O	-4.445	-7.363	-1.472	0.252	-0.43	-0.298
O	1.278	-3.33	-5.777	-0.188	-0.206	0.626
O	6.309	-6.936	25.989	0.291	-0.217	-0.154
O	1.909	-7.155	-1.189	-0.191	0.137	-0.544
O	7.528	3.887	-1.614	0.004	-0.386	0.021
O	-4.687	-3.241	24.963	-0.163	-0.688	-0.096
O	4.22	4.193	-5.893	-0.286	-0.133	-0.049
O	4.133	1.761	-1.457	-0.047	0.45	-0.105
O	-3.835	-3.54	-3.206	0.054	-0.409	-0.103
O	-8.145	5.442	22.174	-0.075	-0.192	0.671
O	5.209	-4.492	25.96	-0.075	0.528	-0.014
O	7.666	-4.953	25.021	0.048	0.499	0.217
O	0.679	-7.94	-6.06	-0.019	0.189	0.364
O	3.304	1.93	25.908	-0.078	-0.297	-0.053
O	0.686	-2.982	24.708	0.055	-0.61	-0.212
O	-1.069	-4.583	-6.52	-0.191	0.035	0.545
O	3.037	5.063	-3.736	-0.302	-0.268	0.427
O	-1.823	-3.795	-1.444	0.07	-0.196	-0.476
O	3.721	4.091	24.475	0.181	0.274	0.421
O	6.459	3.525	22.812	-0.556	-0.252	0.327
O	-2.606	0.011	21.951	0.066	-0.053	0.157
O	-7.304	-3.79	-1.195	-0.067	-0.211	-0.448
O	4.218	6.377	23.208	0.131	0.239	0.374
O	0.351	-1.499	22.674	0.054	0.297	-0.198
O	2.689	-2.724	-0.431	0.1	0.089	-0.549
O	-6.271	2.02	-1.224	0.102	0.345	0.142
O	-3.381	6.212	-3.614	-0.051	-0.254	-0.07
O	2.728	-5.288	25.318	-0.389	0.072	0.419
O	5.272	6.908	25.915	-0.161	-0.063	-0.414
O	0.493	1.237	24.986	0.143	-0.2	-0.254
O	-7.607	-5.459	-5.478	-0.475	-0.444	0.496
O	5.497	-0.138	-0.41	0.134	-0.004	-0.261
O	-5.174	7.89	25.344	0.395	0.142	0.106
O	4.608	0.356	-3.636	0.243	-0.173	0.372
O	-0.374	0.11	-3.464	0.313	0.231	-0.348
O	-7.707	-4.825	22.609	-0.184	-0.03	0.138
O	6.367	-6.241	-1.357	0.103	-0.087	-0.425
O	-2.142	7.13	22.902	-0.7	0.117	0.107
O	-7.673	-0.211	-4.538	-0.68	0.069	0.136
O	-6.427	7.231	23.095	0.041	-0.333	0.458
O	-1.088	-0.947	-5.704	-0.26	-0.567	-0.282
O	5.443	-2.898	22.287	0.247	0.058	0.179
O	-1.294	0.478	-1.036	-0.109	-0.146	0.026
O	0.792	3.684	-7.121	0.642	0.273	0.193
O	7.373	1.391	-6.088	-0.081	0.697	0.232
O	0.952	1.507	-1.683	0.234	0.009	0.587
O	6.669	4.852	25.026	0.019	0.272	-0.166
O	2.402	6.292	25.141	0.038	0.214	0.361
O	5.166	-0.098	-6.102	-0.173	-0.452	-0.218
O	-3.015	0.224	-4.288	-0.249	-0.243	0.166
O	0.049	5.488	-0.384	0.132	0.02	-0.107
O	0.977	2.891	22.935	0.462	-0.159	-0.087
O	-2.043	2.473	-3.89	0.15	-0.405	0.29
O	-5.638	0.228	-3.083	0.649	-0.273	0.314
O	3.963	1.73	23.301	0.218	-0.047	0.208
O	-7.597	-2.916	-6.343	-0.034	0.228	0.388
O	-8.012	2.735	24.526	0.149	-0.092	-0.48
O	-3.247	0.606	25.423	-0.183	0.238	-0.378
O	7.897	-0.143	25.35	-0.321	0.238	-0.119
O	1.321	-5.553	-7.061	0.437	0.082	0.066
O	-5.497	2.132	25.464	-0.075	-0.095	-0.403
O	-1.229	4.317	-5.439	-0.377	0.208	-0.004
O	-3.571	-7.556	-3.876	0.482	0.561	-0.067
O	-1.313	1.85	23.156	-0.477	0.083	0.368
O	2.55	-0.065	22.189	0.065	-0.293	0.311
O	-5.208	-4.5	-5.233	0.21	0.037	-0.469
O	-2.358	5.774	25.041	0.282	-0.224	0.566
O	4.965	3.1	-3.596	0.689	0.188	-0.064
O	-3.53	-1.828	-1.2	-0.081	0.418	-0.262
O	-1.869	-1.927	-3.305	0.172	-0.132	-0.351
O	0.879	6.133	-4.788	0.042	-0.424	-0.054
O	-1.443	-1.3	24.556	-0.008	0.032	0.04
O	-3.078	-6.403	-6.757	0.025	0.22	0.476
O	-2.705	2.624	-0.387	-0.146	-0.044	-0.235
O	-6.562	6.526	-1.073	0.501	-0.179	-0.022
O	-0.458	6.097	-7.039	-0.052	0.209	-0.216
O	-3.833	2.211	-5.878	0.352	0.204	-0.234
O	6.814	-2.311	-1.086	-0.494	-0.479	-0.402
O	0.136	1.196	-6.666	-0.156	0.139	0.534
O	-7.289	2.383	-3.416	-0.181	-0.297	-0.401
O	-3.167	3.255	25.28	0.501	-0.165	-0.004
O	-6.709	-1.698	24.186	-0.05	-0.34	0.661
O	2.289	7.653	-3.242	-0.622	0.007	-0.05
O	-2.775	-5.469	22.199	-0.198	0.208	0.242
O	5.398	-4.676	-3.406	-0.157	-0.015	-0.335
O	7.594	4.357	-4.278	0.011	-0.398	-0.415
O	5.722	2.426	25.047	0.229	-0.497	0.482
O	-7.075	-0.423	-6.977	0.165	0.164	-0.189
O	-1.423	7.438	-4.88	0.108	0.233	0.139
O	-3.773	4.538	23.098	0.003	0.535	0.089
O	1.811	3.854	-1.456	0.434	0.398	-0.455
O	5.484	5.696	-3.974	-0.262	0.426	0.236
O	5.64	-2.044	-4.245	-0.194	0.148	0.047
O	-4.547	2.402	-3.358	0.156	0.566	0.241
O	7.075	-6.745	23.16	-0.152	-0.369	0.566
O	-5.804	7.459	-3.307	0.055	-0.282	-0.66
O	-1.652	-7.918	25.285	-0.34	0.274	0
O	4.092	-6.784	-2.594	-0.201	-0.251	-0.395
O	-5.586	-3.363	22.468	0.225	-0.002	-0.13
O	1.465	-0.915	-6.65	-0.028	0.209	-0.212
O	-0.481	3.673	24.993	-0.295	0.286	-0.179
O	-1.481	4.726	-2.768	0.634	-0.162	0.204
O	7.219	6.646	-5.685	0.487	0.476	0.012
O	-5.843	-2.152	-4.179	-0.145	-0.008	-0.028
O	-6.371	1.798	-5.996	0.125	0.295	0.093
O	1.939	-6.681	23.177	-0.365	0.078	0.557
O	3.342	6.962	-5.478	0.446	-0.071	0.424
O	7.235	-1.173	23.106	0.035	0.256	0.364
O	-3.742	7.43	-6.078	0.072	-0.657	-0.433

Results
total energy: -101652.996 eV
total energy less fixed offsets of O -438.25, Si -107.07 eV per atom: 0.204 eV
